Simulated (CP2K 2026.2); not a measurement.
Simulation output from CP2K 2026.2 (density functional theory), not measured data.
Periodic cell of 504 atoms, Si360O144, from a study of silicon, its oxide and their interface. The atomic structure is a simulated model.
Doubt: the forces sum to 2.18 eV/angstrom along one axis rather than to zero, so they err by at least 0.0043 eV/angstrom per atom on average; the grid cutoff is modest.

Settings: functional PBE; method Gaussian and plane waves; basis set DZVP-MOLOPT-SR-GTH; pseudopotentials GTH-PBE; grid cutoff 350 Ry, relative cutoff 50 Ry; k points Gamma only; occupations fixed; spin none; net charge 0.

Cell vectors (angstrom)
a	16.32	0	0
b	0	16.32	0
c	7.9177	5.2696	34.7603

Atoms and the computed forces on them: element, x, y, z (angstrom), force x, y, z (eV/angstrom)
Si	1.715	14.718	0.169	-0.182	-0.058	0.721
Si	4.329	1.037	0.031	-0.059	0.184	0.748
Si	1.073	4.285	0.008	0.191	-0.081	0.759
Si	11.767	12.314	34.745	0.127	-0.178	0.755
Si	1.691	9.307	0.072	-0.156	0.056	0.773
Si	3.887	12.477	0.009	0.146	-0.129	0.745
Si	14.544	20.505	34.735	0.116	-0.18	0.74
Si	9.184	1.611	0.3	0.083	0.11	0.693
Si	7.05	3.826	0.075	-0.158	0.085	0.721
Si	9.235	7.044	0.022	0.162	-0.073	0.743
Si	14.989	14.584	34.725	-0.175	0.089	0.773
Si	9.827	12.036	0.014	-0.173	0.115	0.775
Si	12.517	14.696	0.123	-0.154	0.108	0.76
Si	14.617	1.558	0.105	0.138	-0.011	0.747
Si	20.355	9.08	34.728	-0.1	0.222	0.729
Si	15.257	6.563	0.025	-0.184	0.065	0.768
Si	12.025	9.815	0.036	0.052	-0.215	0.734
Si	14.625	12.402	0.224	0.217	0.052	0.691
Si	2.837	16.263	1.479	-0.001	0.008	-0.042
Si	5.438	2.668	1.341	0.01	-0.013	-0.052
Si	2.688	5.451	1.293	-0.019	0.013	-0.045
Si	5.455	8.183	1.286	0.006	0.008	-0.043
Si	2.794	10.891	1.383	0.011	0.02	-0.028
Si	5.486	13.629	1.296	-0.009	0.018	-0.061
Si	8.023	16.353	1.516	0.008	-0.011	-0.039
Si	10.881	2.762	1.401	0.009	-0.021	-0.019
Si	8.146	5.454	1.366	0.004	0.001	-0.033
Si	10.856	8.193	1.295	-0.011	0.006	-0.053
Si	8.225	10.87	1.301	0.013	-0.003	-0.061
Si	10.897	13.588	1.408	0.004	-0.007	-0.046
Si	13.563	16.309	1.463	-0.002	-0.005	-0.024
Si	16.264	2.716	1.338	0	-0.006	-0.053
Si	13.615	5.408	1.278	0.016	-0.015	-0.051
Si	16.378	8.155	1.337	-0.006	0.003	-0.049
Si	13.485	10.891	1.533	-0.016	-0.008	-0.031
Si	16.337	13.576	1.348	-0.007	0.008	-0.023
Si	1.367	1.358	2.673	-0.015	-0.005	-0.008
Si	4.058	4.074	2.639	0.003	0.013	0.01
Si	1.381	6.801	2.736	-0.006	-0.018	0.027
Si	4.163	9.545	2.719	0.004	-0.012	0.02
Si	1.35	12.197	2.724	0.004	0.004	0.006
Si	4.172	14.913	2.811	0.011	-0.019	0.033
Si	6.706	1.38	2.859	-0.002	0.026	0.027
Si	9.546	4.15	2.746	-0.009	-0.001	0.014
Si	6.75	6.791	2.696	-0.003	0.003	0.014
Si	9.528	9.521	2.73	0.009	0.004	0.025
Si	6.839	12.239	2.64	-0.006	-0.007	-0.002
Si	9.492	14.962	2.718	0.009	0.002	0.01
Si	12.17	1.34	2.777	-0.003	0.014	0.012
Si	14.934	4.072	2.733	-0.002	0.019	0.023
Si	12.243	6.802	2.62	-0.005	-0.017	-0.001
Si	14.969	9.494	2.699	0.016	-0.004	-0.001
Si	12.178	12.263	2.875	-0.005	0.017	0.032
Si	15.017	14.975	2.744	0.004	-0.015	0.012
Si	16.356	16.338	4.09	0.003	-0.019	0.004
Si	2.709	2.73	4.039	0.009	-0.009	-0.008
Si	16.313	5.44	4.08	-0.003	-0.003	-0.026
Si	2.76	8.175	4.061	-0.011	-0.009	-0.016
Si	16.314	10.851	4.083	0	0.017	0.002
Si	2.728	13.562	4.086	0.011	0.01	-0.017
Si	5.421	16.308	4.208	-0.002	-0.004	0
Si	8.164	2.758	4.093	-0.006	-0.022	-0.025
Si	5.404	5.425	4.048	0.003	-0.003	-0.005
Si	8.142	8.15	4.055	0.01	0.008	-0.029
Si	5.499	10.904	4.067	-0.002	0.002	0.008
Si	8.157	13.583	4.068	-0.011	0.006	-0.014
Si	10.83	16.305	4.119	0.011	0.001	0.011
Si	13.578	2.709	4.092	0.011	0.005	-0.017
Si	10.911	5.49	4.078	0.011	-0.003	-0.005
Si	13.598	8.132	4.036	-0.017	0.005	0.004
Si	10.834	10.862	4.161	-0.007	0.003	-0.009
Si	13.627	13.627	4.117	-0.011	0	-0.021
Si	17.699	14.941	16.313	0.003	-0.004	-0.013
Si	4.096	17.697	16.312	-0.001	0.008	-0.011
Si	17.672	4.097	16.317	-0.001	0	-0.008
Si	4.07	6.794	16.318	0.006	-0.001	-0.005
Si	17.68	9.523	16.348	-0.004	0.006	0.002
Si	4.082	12.264	16.351	0.004	-0.003	-0.009
Si	6.79	14.966	16.331	0.003	-0.012	0.001
Si	9.514	17.69	16.345	-0.002	-0.001	-0.002
Si	6.796	4.065	16.337	0.001	0.004	-0.003
Si	9.495	6.781	16.304	-0.002	0.002	-0.006
Si	6.793	9.519	16.311	-0.003	-0.001	-0.01
Si	9.53	12.256	16.287	0.014	0.006	-0.015
Si	12.229	14.974	16.308	-0.01	-0.004	-0.014
Si	14.951	17.683	16.3	0.005	-0.009	-0.01
Si	12.219	4.049	16.317	-0.009	-0.006	0.003
Si	14.985	6.808	16.333	0.008	0	-0.009
Si	12.252	9.498	16.302	0	0.004	-0.015
Si	14.98	12.237	16.306	-0.005	0.005	-0.012
Si	19.09	16.298	17.641	-0.006	-0.004	-0.006
Si	5.422	2.734	17.712	0.01	-0.013	0.018
Si	19.009	5.466	17.692	0.002	0	-0.009
Si	5.457	8.127	17.664	0.004	0.008	0.007
Si	19.028	10.909	17.696	-0.005	0	0.015
Si	5.445	13.621	17.732	0.002	-0.001	0.004
Si	8.129	16.34	17.686	-0.007	0.004	0.026
Si	10.868	2.714	17.739	0.004	0.007	0.017
Si	8.173	5.406	17.694	-0.005	0.004	-0.001
Si	10.837	8.165	17.633	0.01	-0.003	0.007
Si	8.148	10.923	17.628	0.006	-0.008	-0.001
Si	10.893	13.592	17.66	-0.005	0.006	0.019
Si	13.557	16.366	17.661	0.003	0.009	-0.013
Si	16.326	2.705	17.651	-0.006	0.02	0.014
Si	13.618	5.398	17.621	0.009	0.003	0.011
Si	16.333	8.167	17.74	-0.006	0.001	-0.008
Si	13.66	10.827	17.641	0.002	-0.01	-0.02
Si	16.324	13.602	17.677	0.008	-0.023	0.02
Si	17.716	17.64	18.954	-0.005	0.006	-0.024
Si	20.351	4.11	19.047	0.004	0.001	-0.02
Si	17.675	6.798	19.117	0.011	-0.006	-0.005
Si	20.42	9.51	18.981	-0.004	0.017	-0.027
Si	17.674	12.273	19.091	-0.002	-0.006	-0.026
Si	20.438	15.027	19.095	0.009	0.006	0.017
Si	6.77	17.69	19.09	0.007	-0.005	-0.027
Si	9.505	4.066	19.118	-0.012	0.003	0
Si	6.804	6.748	19.038	-0.001	-0.003	-0.021
Si	9.467	9.556	18.974	0.007	-0.004	-0.031
Si	6.835	12.252	19.06	0.009	0.003	-0.007
Si	9.517	14.971	18.996	-0.005	-0.006	-0.032
Si	12.236	17.689	19.117	0.005	-0.009	0.006
Si	14.945	4.03	19.017	-0.002	-0.007	-0.033
Si	12.228	6.769	18.9	-0.001	-0.015	-0.034
Si	15.001	9.546	19.114	-0.003	0.034	-0.005
Si	12.285	12.167	18.94	-0.017	0.005	-0.031
Si	14.919	14.997	18.958	0	-0.012	-0.02
Si	16.294	16.354	20.285	-0.004	0.012	0.049
Si	19.025	18.984	20.351	0.008	0.005	0.041
Si	16.286	5.372	20.402	-0.003	-0.02	0.052
Si	19.092	8.189	20.411	0.002	-0.016	0.076
Si	16.35	10.91	20.547	0.027	-0.003	0.074
Si	19.04	13.71	20.418	-0.011	-0.031	0.031
Si	5.433	16.37	20.549	0.024	0.016	0.054
Si	8.117	19.032	20.491	-0.017	-0.003	0.054
Si	5.404	5.436	20.43	-0.007	0.007	0.043
Si	8.138	8.177	20.341	-0.015	-0.006	0.035
Si	5.475	10.842	20.352	-0.013	-0.018	0.05
Si	8.179	13.648	20.408	0.002	0.021	0.049
Si	10.852	16.292	20.415	-0.018	-0.005	0.058
Si	13.612	19.042	20.492	0.011	0.019	0.046
Si	10.949	5.451	20.362	0.006	0.006	0.043
Si	13.542	8.114	20.275	0.009	-0.003	0.045
Si	10.887	10.869	20.302	-0.005	0	0.043
Si	13.615	13.556	20.264	-0.003	0.009	0.063
Si	17.433	14.902	21.689	0.265	0.058	-0.717
Si	20.54	17.966	21.853	-0.082	-0.257	-0.76
Si	17.429	3.732	21.659	-0.001	0.188	-0.748
Si	20.623	7.034	21.771	-0.127	-0.119	-0.733
Si	18.113	9.847	21.747	-0.376	-0.157	-0.792
Si	20.284	12.122	21.581	0.17	0.133	-0.763
Si	7.081	15.223	21.803	-0.163	-0.164	-0.817
Si	9.3	17.439	21.77	0.097	0.16	-0.773
Si	6.478	3.85	21.784	0.204	0.068	-0.768
Si	9.786	7.071	21.565	-0.055	-0.083	-0.715
Si	6.552	9.238	21.725	0.097	0.155	-0.771
Si	9.79	12.456	21.622	-0.168	-0.087	-0.742
Si	12.02	14.617	21.575	-0.023	0.171	-0.765
Si	15.223	17.845	21.743	-0.242	-0.053	-0.741
Si	12.482	4.344	21.786	-0.152	-0.146	-0.734
Si	14.659	6.559	21.591	0.082	-0.016	-0.68
Si	11.991	9.258	21.59	0.032	0.079	-0.689
Si	15.221	12.638	21.714	-0.071	-0.279	-0.758
Si	10.781	11.096	28.291	0.105	0.01	0.016
Si	18.977	14.014	28.594	0.11	-0.04	-0.19
Si	12.977	5.18	27.651	0.037	0.008	0.039
Si	10.568	16.077	28.189	-0.032	-0.121	0.002
Si	11.969	17.631	25.918	-0.008	0.023	0.05
Si	7.028	7.522	28.468	-0.051	-0.173	0.094
Si	9.959	9.697	25.742	0.037	-0.035	-0.044
Si	11.819	14.577	30.347	-0.022	0.063	-0.039
Si	19.102	11.122	29.679	-0.023	-0.058	-0.019
Si	18.733	5.551	23.825	0.03	0.039	-0.215
Si	10.81	8.119	32.653	-0.024	-0.023	0.15
Si	7.994	11.075	23.836	0.002	-0.013	-0.222
Si	21.329	13.227	32.679	0.031	0.036	0.133
Si	18.725	16.58	24.086	0.02	0.082	-0.061
Si	16.692	15.815	28.264	-0.017	0.089	0.005
Si	20.886	9.042	29.082	-0.085	-0.072	-0.038
Si	23.011	14.497	30.489	-0.078	-0.023	0.153
Si	7.915	16.276	32.818	0.037	-0.029	0.161
Si	14.321	7.523	28.616	-0.045	0.073	-0.012
Si	8.758	18.626	28.725	0.032	-0.042	0.022
Si	16.527	19.247	32.551	-0.054	0.027	0.213
Si	18.572	9.331	27.354	0.078	0.035	0.022
Si	22.31	18.452	29.17	-0.042	-0.004	0.027
Si	21.315	5.068	28.694	-0.025	0.073	-0.062
Si	9.339	13.575	29.343	0.117	0.145	-0.08
Si	17.3	9.738	24.66	0.093	-0.024	-0.086
Si	13.072	10.364	32.659	-0.033	-0.008	0.211
Si	13.727	7.169	25.779	-0.063	0.021	-0.001
Si	7.668	18.78	31.426	0.032	-0.009	0.007
Si	12.776	9.789	24.467	0.072	0.035	-0.045
Si	15.063	11.794	24.599	-0.132	0.019	-0.088
Si	17.416	18.098	26.518	-0.045	-0.052	-0.058
Si	18.814	4.598	26.761	-0.097	0.042	0.07
Si	16.04	7.202	24.213	0.041	-0.035	-0.123
Si	10.587	19.336	23.947	0.081	-0.024	-0.173
Si	7.843	5.061	32.825	0.015	0.005	0.174
Si	8.381	5.259	23.783	-0.004	-0.041	-0.195
Si	21.139	15.966	28.557	-0.083	-0.114	0.019
Si	15.137	17.604	30.278	0.027	-0.046	0.064
Si	18.603	5.127	32.877	0.018	-0.105	0.012
Si	19.033	11	32.641	0.03	-0.052	0.171
Si	14.756	14.367	26.249	0.027	-0.069	-0.039
Si	14.469	18.875	27.492	0.092	0.002	-0.043
Si	20.376	14.662	26.048	-0.112	-0.008	-0.017
Si	5.796	13.3	23.895	0.042	0.041	-0.22
Si	9.242	6.629	30.476	0.045	0.016	0.045
Si	17.277	6.739	28.317	0.048	-0.014	0.01
Si	13.346	16.135	32.476	0.064	0.039	0.118
Si	19.575	6.641	30.465	0.037	0.049	-0.066
Si	13.329	10.295	29.675	-0.082	-0.02	-0.109
Si	13.086	12.716	28.271	0.077	0	-0.023
Si	13.605	16.134	23.852	0.133	0.032	-0.119
Si	8.8	6.983	26.159	0.01	-0.005	-0.005
Si	10.112	4.875	28.11	-0.103	0.052	0.007
Si	1.382	14.955	5.438	0	-0.003	0.01
Si	4.033	1.378	5.467	-0.012	-0.001	0.012
Si	1.359	4.078	5.426	-0.005	0.004	0.002
Si	4.079	6.795	5.43	0.001	0.005	0.007
Si	1.375	9.508	5.431	0.008	-0.012	0.002
Si	4.099	12.22	5.44	0.001	0.009	0.006
Si	6.823	14.938	5.478	0.009	0.003	0.013
Si	9.496	1.372	5.46	-0.009	0.001	0.014
Si	6.786	4.103	5.434	-0.005	-0.003	0.001
Si	9.521	6.82	5.43	-0.008	0.008	0.005
Si	6.818	9.522	5.437	0.007	0.003	0.011
Si	9.485	12.239	5.479	0.005	-0.007	0.016
Si	12.24	14.973	5.46	-0.001	-0.014	0.002
Si	14.966	1.363	5.44	-0.007	0.005	0.001
Si	12.24	4.095	5.441	-0.006	-0.01	0.006
Si	14.948	6.795	5.431	0.01	-0.005	0.006
Si	12.25	9.494	5.435	0.008	-0.002	0.006
Si	14.968	12.229	5.447	0.007	0.008	0.011
Si	2.703	16.323	6.825	-0.008	0.007	0.006
Si	5.43	2.732	6.797	-0.003	-0.006	-0.002
Si	2.716	5.439	6.791	-0.003	0.002	0.001
Si	5.445	8.159	6.787	0.005	-0.002	0
Si	2.732	10.867	6.798	0.003	0.001	0
Si	5.44	13.587	6.816	0.001	0.002	0.001
Si	8.163	16.319	6.828	0.005	-0.004	0.008
Si	10.877	2.732	6.8	0	0.002	0.002
Si	8.157	5.456	6.79	0.007	-0.001	0.005
Si	10.881	8.159	6.807	-0.002	0.004	0
Si	8.147	10.872	6.833	-0.003	0.005	0.008
Si	10.88	13.598	6.809	-0.003	0.002	0.003
Si	13.604	16.331	6.809	-0.001	0.001	0.001
Si	16.322	2.723	6.799	0.003	-0.006	0.003
Si	13.602	5.44	6.807	-0.003	-0.001	0.002
Si	16.321	8.154	6.786	-0.006	0.002	0.001
Si	13.602	10.867	6.797	0.002	-0.004	0.004
Si	16.331	13.598	6.796	0.004	0.001	-0.003
Si	17.665	1.363	8.176	-0.006	-0.014	-0.001
Si	4.076	4.089	8.162	-0.001	0.003	-0.007
Si	17.675	6.795	8.153	-0.004	-0.007	0
Si	4.085	9.509	8.16	-0.006	-0.007	-0.001
Si	17.692	12.238	8.154	0.003	0.009	-0.004
Si	4.081	14.961	8.165	0.006	0.005	-0.005
Si	6.786	1.364	8.161	-0.003	-0.008	0.001
Si	9.511	4.089	8.154	-0.006	-0.008	-0.002
Si	6.804	6.81	8.159	0.007	0.01	-0.001
Si	9.526	9.52	8.174	0.005	0.013	0.003
Si	6.79	12.231	8.186	-0.005	-0.012	-0.005
Si	9.531	14.961	8.176	0.007	0.009	-0.004
Si	12.242	1.372	8.161	0.008	0.006	-0.002
Si	14.964	4.081	8.163	0	0.001	0
Si	12.237	6.796	8.165	-0.006	-0.001	-0.004
Si	14.968	9.515	8.155	0.001	0.004	-0.008
Si	12.24	12.229	8.159	-0.003	-0.003	-0.002
Si	14.963	14.957	8.158	-0.005	-0.001	-0.003
Si	16.311	16.318	9.53	-0.003	0.009	0.006
Si	2.718	2.725	9.523	0	-0.007	0.003
Si	16.323	5.439	9.523	-0.002	0.001	-0.003
Si	2.718	8.153	9.513	0	-0.002	-0.005
Si	16.327	10.879	9.511	-0.002	-0.005	-0.002
Si	2.721	13.6	9.523	0.004	0.002	-0.004
Si	5.435	16.322	9.525	-0.006	-0.002	0.002
Si	8.153	2.726	9.512	0.005	0	-0.004
Si	5.44	5.448	9.517	0.002	0.002	-0.001
Si	8.161	8.161	9.53	0.005	0.001	-0.003
Si	5.434	10.869	9.535	0	0.014	0.001
Si	8.162	13.599	9.527	-0.004	0	-0.003
Si	10.889	16.326	9.524	0.003	-0.006	-0.001
Si	13.602	2.723	9.524	-0.005	-0.001	-0.002
Si	10.874	5.439	9.522	0.001	-0.002	0
Si	13.603	8.16	9.518	0.003	0.002	-0.004
Si	10.883	10.88	9.532	-0.002	-0.005	0.002
Si	13.603	13.594	9.515	-0.002	-0.003	-0.001
Si	17.68	14.96	10.883	-0.001	-0.003	0.001
Si	4.076	17.682	10.883	0.005	-0.003	0.003
Si	17.68	4.082	10.887	-0.004	0.006	0.003
Si	4.079	6.803	10.879	-0.007	0.005	-0.001
Si	17.682	9.518	10.872	0.005	0.004	-0.003
Si	4.078	12.24	10.884	-0.003	-0.008	0.002
Si	6.799	14.961	10.88	0.005	0.006	-0.002
Si	9.517	17.687	10.87	-0.003	-0.002	-0.002
Si	6.796	4.083	10.877	0	-0.006	0
Si	9.519	6.798	10.887	-0.002	0.001	-0.001
Si	6.8	9.517	10.894	0	-0.004	0.001
Si	9.52	12.24	10.89	0.008	0.004	0
Si	12.245	14.957	10.878	0.003	0.002	-0.001
Si	14.955	17.681	10.889	-0.011	-0.003	0.003
Si	12.236	4.079	10.878	0.005	-0.002	-0.002
Si	14.961	6.8	10.878	-0.004	-0.004	0.001
Si	12.246	9.517	10.885	-0.003	0.004	-0.001
Si	14.967	12.237	10.875	0.004	0.002	-0.002
Si	19.036	16.324	12.244	-0.001	0.003	0.001
Si	5.441	2.721	12.241	-0.005	-0.001	0.004
Si	19.044	5.444	12.242	0.012	0.003	-0.001
Si	5.432	8.161	12.25	-0.001	-0.001	-0.001
Si	19.04	10.875	12.235	-0.007	0.003	-0.002
Si	5.44	13.601	12.241	0	-0.003	0.002
Si	8.159	16.327	12.229	0.003	-0.004	0.001
Si	10.874	2.72	12.236	0.001	0	0
Si	8.153	5.44	12.242	0.004	0	0
Si	10.885	8.155	12.245	0.005	0	0.001
Si	8.16	10.88	12.252	-0.003	0.003	0.004
Si	10.881	13.606	12.243	-0.002	0.003	0.002
Si	13.599	16.314	12.244	0	-0.002	0.005
Si	16.317	2.723	12.248	0.003	-0.006	0.006
Si	13.599	5.438	12.232	-0.008	0.002	-0.002
Si	16.323	8.161	12.234	-0.001	0.002	-0.002
Si	13.608	10.881	12.239	0.001	-0.003	0.001
Si	16.325	13.594	12.241	-0.004	-0.002	0.003
Si	17.678	17.683	13.609	-0.003	0.001	0.011
Si	4.082	4.08	13.6	0.001	-0.004	0.005
Si	17.688	6.811	13.596	-0.005	-0.005	0.003
Si	4.074	9.528	13.609	-0.004	0.008	0
Si	17.688	12.23	13.598	0.01	-0.013	-0.002
Si	4.082	14.966	13.597	-0.002	0.002	0.002
Si	6.807	17.681	13.598	0.009	-0.008	-0.001
Si	9.512	4.077	13.598	-0.002	0	0.002
Si	6.787	6.794	13.603	-0.01	0.007	0.001
Si	9.527	9.516	13.603	0.009	-0.008	0.003
Si	6.794	12.242	13.608	0.003	0.001	0.01
Si	9.512	14.971	13.592	-0.004	0.008	-0.001
Si	12.229	17.673	13.592	-0.003	-0.008	0.003
Si	14.954	4.089	13.602	-0.009	0.01	0
Si	12.242	6.785	13.601	0.012	-0.004	0
Si	14.964	9.516	13.598	0	0.004	0.009
Si	12.25	12.247	13.595	-0.006	0.003	0.004
Si	14.967	14.956	13.6	0.005	-0.005	0.005
Si	16.326	16.311	14.966	-0.006	-0.003	-0.001
Si	19.039	2.731	14.964	0.005	0.004	-0.003
Si	16.327	5.455	14.951	-0.002	0.006	0.004
Si	19.036	8.169	14.972	0.002	0	-0.004
Si	16.331	10.87	14.958	-0.004	-0.001	-0.001
Si	19.052	13.593	14.951	-0.007	-0.005	0.003
Si	5.445	16.326	14.956	-0.005	-0.003	0.003
Si	8.16	2.719	14.968	0.001	0.002	0.001
Si	5.437	5.429	14.972	0.002	0	-0.003
Si	8.15	8.157	14.95	0.004	-0.004	-0.004
Si	5.427	10.891	14.975	-0.001	0.001	0
Si	8.153	13.617	14.954	0.002	0.002	-0.003
Si	10.86	16.329	14.961	0.003	0.001	0.003
Si	13.587	2.714	14.943	0	-0.001	-0.002
Si	10.873	5.427	14.958	-0.004	0.003	-0.005
Si	13.611	8.141	14.952	-0.011	-0.005	0.003
Si	10.897	10.881	14.951	0.001	-0.004	0.003
Si	13.605	13.605	14.964	0.003	0.003	-0.004
O	15.717	15.361	27.064	-0.079	0.198	-0.227
O	11.824	3.696	23.135	0.164	-0.184	0.506
O	17.447	6.477	24.057	0.074	-0.028	-0.105
O	5.343	19.089	22.291	-0.063	0.203	0.611
O	15.39	7.441	22.752	-0.088	0.527	-0.127
O	21.514	18.818	34.411	0.226	0.026	-0.294
O	10.921	13.53	22.133	-0.101	0.216	0.55
O	16.338	18.956	22.231	0.145	-0.129	0.4
O	20.722	14.489	33.492	0.027	0.422	-0.507
O	12.455	17.108	33.415	-0.048	0.249	-0.503
O	9.148	11.735	22.924	-0.04	-0.292	0.138
O	13.588	5.481	22.239	-0.164	0.178	0.299
O	15.309	19.916	33.408	-0.007	0.147	-0.434
O	23.104	5.976	33.606	-0.046	-0.168	-0.344
O	22.588	12.596	33.472	0.193	0.093	-0.294
O	19.863	15.222	29.196	-0.164	0.187	0.411
O	19.643	9.688	33.382	0.035	-0.306	-0.325
O	16.06	13.426	34.248	-0.246	0.125	-0.457
O	18.276	4.294	22.927	0.34	-0.12	0.176
O	20.301	8.064	30.24	0.202	0.19	0.171
O	9.432	4.108	24.148	-0.137	-0.155	0.296
O	17.57	5.474	27.343	-0.465	-0.125	-0.111
O	17.573	8.087	27.494	-0.424	-0.049	-0.506
O	19.792	17.456	23.22	0.117	0.126	0.31
O	11.446	6.894	33.499	-0.085	-0.316	-0.43
O	20.983	12.717	22.914	-0.215	0.253	0.249
O	12.447	11.653	33.415	0.102	0.212	-0.512
O	11.716	10.299	29.369	-0.447	-0.159	0.091
O	10.682	18.869	34.33	0.126	0.14	-0.392
O	20.084	8.82	27.674	0.239	-0.358	-0.424
O	22.423	6.194	28.35	0.149	-0.222	-0.397
O	17.708	5.872	33.963	-0.211	-0.187	0.075
O	19.162	11.052	22.063	-0.172	0.233	0.286
O	19.163	6.334	31.977	0.14	0.408	0.214
O	12.745	9.949	22.858	0.49	0.209	-0.095
O	22.062	20.006	28.925	0.172	0.297	-0.04
O	11.774	12.126	27.514	-0.026	0.288	-0.645
O	13.388	5.252	34.239	0.162	0.191	-0.36
O	9.064	6.335	22.808	-0.109	0.202	0.303
O	14.544	12.283	23.148	-0.532	-0.187	0.344
O	8.668	19.219	30.237	0.419	0.217	-0.05
O	19.509	15.512	24.999	0.045	-0.098	-0.178
O	9.044	15.411	33.556	0.144	0.008	-0.336
O	17.786	17.512	25.038	-0.321	0.008	0.007
O	18.375	19.363	26.819	0.15	-0.093	0.201
O	14.21	20.472	27.471	0.506	0.331	-0.136
O	23.477	20.019	32.312	-0.445	-0.073	0.01
O	21.45	7.931	34.288	-0.003	-0.108	-0.357
O	7.385	15.427	31.585	-0.146	-0.137	-0.099
O	11.744	15.806	29.279	0.618	0.59	-0.118
O	6.905	12.188	24.229	-0.102	-0.1	0.346
O	19.923	6.374	23.097	0.153	0.133	0.304
O	10	18.093	23.085	0.321	0.011	0.319
O	15.778	6.876	28.887	-0.002	-0.364	0.496
O	17.921	9.249	23.25	0.137	-0.605	0.264
O	21.042	17.564	28.755	-0.516	0.153	-0.116
O	13.967	8.811	29.521	-0.111	-0.112	0.381
O	9.1	20.943	33.728	0.455	0.1	-0.181
O	16.214	8.599	24.998	-0.256	0.148	0.308
O	8.487	17.695	32.301	0.464	0.223	0.015
O	14.69	17.048	23.07	0.197	-0.17	0.492
O	12.488	17.072	24.504	-0.395	0.069	-0.179
O	16.516	11.116	24.437	0.433	0.237	0.12
O	10.32	13.997	30.573	-0.181	-0.234	0.504
O	13.285	6.283	28.813	-0.262	-0.08	0.714
O	13.991	11.411	28.672	0.822	-0.208	-0.266
O	9.637	12.041	28.926	-0.227	-0.329	0.054
O	9.755	17.377	28.677	0.111	-0.109	0.073
O	7.298	18.087	28.277	-0.063	-0.478	-0.51
O	10.306	7.6	31.211	0.302	0.304	-0.36
O	11.638	4.37	27.979	0.093	-0.516	0.096
O	17.64	20.361	32.159	-0.08	-0.098	-0.308
O	22.444	8.794	28.853	0.5	0.441	-0.138
O	10.851	8.194	22.132	-0.233	0.127	0.555
O	17.84	15.721	23.039	-0.293	0.179	0.181
O	7.258	9.869	23.047	0.157	-0.186	0.311
O	14.214	8.008	27.077	0.3	0.606	-0.236
O	14.417	15.337	33.393	-0.052	0.224	-0.393
O	13.916	10.757	25.103	-0.036	0.025	0.46
O	18.853	16.199	34.267	-0.008	-0.009	-0.594
O	7.983	6.081	25.103	-0.434	0.09	0.065
O	13.591	10.773	31.195	0.262	0.325	0.028
O	21.227	15.672	26.976	0.429	0.25	-0.286
O	13.061	8.225	24.771	-0.257	-0.254	-0.15
O	16.091	7.984	34.366	-0.029	0.096	-0.482
O	6.488	14.577	23.179	-0.239	0.037	0.331
O	12.397	15.044	31.763	-0.022	-0.478	0.18
O	9.205	19.89	27.838	-0.071	-0.048	-0.631
O	18.397	9.882	25.843	0.175	0.075	-0.172
O	12.724	6.005	26.27	-0.654	0.032	-0.422
O	19.844	20.654	33.534	0.251	-0.094	-0.285
O	8.693	10.507	25.162	-0.135	0.326	0.239
O	14.491	18.421	29.046	-0.168	0.219	-0.016
O	5.447	8.128	22.239	0.033	0.005	0.287
O	11.185	16.467	26.74	0.009	-0.341	-0.209
O	11.943	9.237	32.474	0.018	0.039	-0.382
O	14.971	6.382	25.096	0.083	-0.713	0.009
O	17.446	14.469	28.707	-0.432	-0.381	0.306
O	7.921	10.696	34.259	-0.09	0.152	-0.531
O	14.062	16.987	31.311	-0.201	0.155	0.017
O	14.315	9.771	33.505	0.281	-0.003	-0.409
O	21.403	13.71	25.27	0.094	-0.401	0.351
O	9.982	5.517	29.584	0.212	-0.355	0.506
O	7.074	4.59	23.113	-0.355	0.241	0.261
O	7.703	7.768	27.035	-0.419	0.23	-0.256
O	14.24	15.255	25.025	0.06	0.058	0.043
O	10.665	13.443	34.275	0.122	-0.02	-0.604
O	8.209	7.448	29.556	-0.036	0.423	-0.038
O	11.322	10.178	25.033	-0.078	0.338	0.256
O	9.744	8.112	25.49	0.073	-0.165	-0.322
O	17.778	11.568	33.477	-0.236	-0.273	-0.326
O	8.201	16.327	22.277	0.074	-0.085	0.46
O	15.85	18.53	26.697	-0.091	-0.112	-0.335
O	13.662	13.854	27.311	-0.21	0.125	0.023
O	17.156	18.054	33.452	-0.167	0.022	-0.118
O	18.225	10.458	28.479	-0.591	0.01	0.18
O	9.731	6.013	27.045	0.245	0.111	-0.176
O	12.723	13.41	29.692	0.166	0.027	0.366
O	12.866	15.145	22.841	-0.033	-0.218	0.135
O	18.24	6.599	29.587	-0.378	0.041	0.35
O	9.644	14.715	28.182	-0.258	-0.01	-0.734
O	17.693	16.931	27.625	0.356	0.165	0.388
O	7.808	13.552	29.823	-0.138	-0.61	-0.105
O	18.525	10.698	31.134	-0.518	-0.42	-0.04
O	20.597	5.465	30.075	0.234	-0.259	0.303
O	10.09	10.016	27.321	-0.205	-0.401	0.199
O	20.623	10.559	29.562	0.533	0.4	0.111
O	16.044	18.618	31.149	0.043	0.171	-0.243
O	22.449	15.414	29.299	0.455	0.075	-0.344
O	15.356	13.009	25.619	0.425	-0.217	0.187
O	13.226	18.131	26.786	0.135	-0.066	0.035
O	15.972	16.399	29.585	0.143	-0.421	0.353
O	20.171	4.894	27.579	0.069	-0.027	-0.207
O	19.202	5.008	25.253	0.239	0.013	-0.108
O	16.348	13.759	22.12	0.039	-0.106	0.502
O	9.567	8.78	33.454	-0.129	0.023	-0.187
O	20.184	12.116	32.551	-0.06	0.04	-0.276
O	22.66	18.162	30.731	-0.665	-0.151	0.267
O	19.144	12.708	29.499	-0.031	0.262	0.603
O	11.011	18.851	25.435	-0.273	0.259	0.421
O	23.012	16.662	33.793	-0.377	-0.147	0.055
O	19.428	13.783	27.043	-0.392	-0.343	-0.339
O	21.834	13.658	31.209	-0.397	-0.154	-0.181
O	8.366	5.906	31.592	0.023	-0.098	-0.211

Results
total energy: -101658.638 eV
total energy less fixed offsets of O -438.35, Si -107.03 eV per atom: -5.438 eV
